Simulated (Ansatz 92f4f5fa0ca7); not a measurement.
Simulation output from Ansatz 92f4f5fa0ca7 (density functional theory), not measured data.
Periodic cell of 226 atoms, Si133O92As1, from a study of silicon, its oxide and their interface. The atomic structure is a simulated model.
Doubt: the cutoff is far below the 930 eV that the study's wrapper takes by default for these files, so forces and energies are approximate.
This geometry differs little from another in the collection (a relaxation step or a small displacement).

Settings: functional PBE; potential files Ansatz PAW; basis plane waves; wave-function cutoff 580 eV; density cutoff ratio 5; exchange-correlation grid ratio 1; k mesh 1 x 1 x 1, Gamma-centred; self-consistency stop 5e-08 eV per atom in the density residual; occupations fixed; spin none; net charge +1 e, with a uniform compensating background and no finite-size correction.

Cell vectors (angstrom)
a, 10.938, 0, 0
b, 0, 10.938, 0
c, 0, 0, 31.9494

Atoms and the computed forces on them: element, x, y, z (angstrom), force x, y, z (eV/angstrom)
Si, 10.6265, 0.0018, 24.4138, -0.0044, 0.0039, 0.0142
Si, 5.0774, 0.123, 24.6623, 0.0032, 0.0056, 0.0045
Si, 2.8221, 2.2907, 24.5248, 0.007, -0.0026, 0.0149
Si, 8.5721, 2.4382, 24.5582, 0.0033, -0.0041, 0.0096
Si, 10.7099, 5.586, 24.3314, 0.0002, 0.0076, 0.009
Si, 5.158, 5.6157, 24.4425, -0.0036, 0.0046, 0.0142
Si, 2.9894, 7.9566, 24.3998, 0.0039, -0.0076, 0.0104
Si, 8.4186, 7.8296, 24.4134, 0.0087, -0.001, 0.0108
Si, 1.2936, 1.1297, 25.8381, -0.0026, 0.0003, -0.0065
Si, 6.8178, 1.3293, 25.7345, -0.0032, -0.0004, 0.0007
Si, 3.986, 4.0103, 25.7246, 0.0027, -0.0012, -0.0008
Si, 9.6917, 4.0215, 25.8507, -0.0035, -0.0026, -0.0017
Si, 1.3401, 6.7959, 25.6643, -0.0028, 0.001, 0.0005
Si, 6.8037, 6.7217, 25.7486, -0.0024, -0.0041, -0.0015
Si, 4.0012, 9.4659, 25.9563, 0.0006, -0.0014, -0.0031
Si, 9.4831, 9.4408, 25.7984, 0.0026, -0.0008, -0.0009
Si, 2.6357, -0.1342, 27.2871, 0.0072, 0.0056, -0.0046
Si, 8.1403, -0.0667, 27.1404, 0.008, 0.0061, -0.002
Si, 0.0805, 2.652, 27.2091, 0.0005, 0.0004, -0.0028
Si, 5.4536, 2.7216, 27.1037, -0.0031, -0.0007, 0.0015
Si, 2.6678, 5.4159, 27.1025, 0.0053, 0.0084, 0.0017
Si, 8.1929, 5.3674, 27.1284, 0.0067, 0.0064, 0.0023
Si, 0.0134, 8.1529, 27.1257, 0.0008, -0.0004, 0.0024
Si, 5.5125, 8.1402, 27.1792, 0.0017, 0.0034, -0.0034
Si, 4.089, 1.3263, 28.4884, 0.0068, 0.0073, -0.0018
Si, 9.5471, 1.3147, 28.5033, -0.0078, -0.0088, -0.0023
Si, 1.3911, 4.0662, 28.559, 0.0132, -0.0038, 0.0151
Si, 6.811, 4.0583, 28.5177, -0.0064, -0.0021, 0.0027
Si, 4.0826, 6.7757, 28.4862, -0.007, -0.0185, -0.0065
Si, 9.561, 6.7793, 28.4758, 0.0039, -0.002, -0.0089
Si, 1.2934, 9.48, 28.6239, -0.0188, -0.0183, 0.0297
Si, 6.8259, 9.5364, 28.5577, 0.0006, -0.002, 0.016
Si, -0.0407, -0.0215, 29.9305, 0.0088, -0.0081, -0.0063
Si, 5.4527, -0.0131, 29.8907, 0, -0.0035, -0.0043
Si, 2.7752, 2.712, 29.8934, -0.0005, 0.0145, -0.0046
Si, 8.189, 2.7014, 29.8716, -0.002, 0.0051, -0.0006
Si, -0.0141, 5.4392, 29.8843, -0.005, -0.0002, -0.0041
Si, 5.4617, 5.446, 29.883, 0.0079, -0.0019, -0.0015
Si, 2.7376, 8.1423, 29.906, -0.0091, 0.0176, -0.0056
Si, 8.228, 8.1736, 29.8742, -0.0019, 0.0056, 0
Si, 1.3725, 1.375, 31.2482, -0.0028, -0.0004, 0.001
Si, 6.8257, 1.3638, 31.2557, 0, -0.0007, 0.0049
Si, 4.1206, 4.082, 31.2699, -0.0079, -0.0047, 0.0007
Si, 9.5516, 4.0819, 31.247, 0.0015, 0.0022, 0.0006
Si, 1.3542, 6.8098, 31.2678, 0.0021, -0.0099, 0.0038
Si, 6.836, 6.8414, 31.2381, -0.004, 0.003, -0.0005
Si, 4.088, 9.5609, 31.2551, 0.0066, -0.0018, 0.0027
Si, 9.5526, 9.5428, 31.2867, -0.0047, 0.0007, -0.0004
Si, 2.7417, 0.0177, 0.674, -0.006, -0.0004, -0.0003
Si, 8.205, 0.0164, 0.6696, 0.0053, 0.0018, -0.0003
Si, 0.0122, 2.7522, 0.6738, 0.0022, 0, 0.002
Si, 5.4901, 2.7457, 0.702, 0.0092, 0.0071, -0.0055
Si, 2.7421, 5.46, 0.666, 0.0046, 0.0017, -0.0013
Si, 8.2141, 5.4925, 0.6619, -0.0004, 0.0007, 0.0001
Si, 0.0183, 8.2126, 0.704, 0.0035, 0.0094, -0.0022
Si, 5.4875, 8.2288, 0.674, -0.002, -0.0054, -0.0022
Si, 4.1066, 1.3863, 2.0615, -0.0051, -0.0047, 0.0047
Si, 9.6056, 1.3623, 2.0317, -0.0164, 0.0041, 0.0047
Si, 1.3627, 4.1475, 2.049, 0.0069, -0.0065, 0.0026
Si, 6.8554, 4.1513, 2.0388, 0.0092, -0.0109, 0.0032
Si, 4.099, 6.8568, 2.0129, -0.0004, -0.0028, 0.0074
Si, 9.5833, 6.8467, 2.0661, -0.0086, -0.0158, 0.0012
Si, 1.3713, 9.626, 2.0576, 0.0047, -0.0001, 0.0067
Si, 6.8395, 9.6291, 2.0438, 0.0039, -0.0055, 0.0084
Si, 0.0288, 0.0472, 3.4744, 0.0062, 0.0058, 0.0145
Si, 5.502, 0.055, 3.4485, 0.0077, -0.0078, 0.0029
Si, 2.709, 2.7691, 3.3954, -0.0036, 0.0053, 0.0013
Si, 8.2681, 2.7879, 3.3413, 0.0166, 0.0076, -0.0248
Si, 0.0359, 5.5147, 3.4715, 0.0169, 0.0207, 0.0133
Si, 5.4771, 5.535, 3.3983, -0.0074, 0.0117, 0.0031
Si, 2.7502, 8.2452, 3.3746, -0.0016, 0.0009, -0.0023
Si, 8.2536, 8.3047, 3.3822, 0.0204, 0.0452, -0.0152
Si, 1.3768, 1.4654, 4.852, -0.0053, -0.0078, -0.0122
Si, 6.9225, 1.4874, 4.7303, -0.0008, -0.0123, -0.0024
Si, 4.0997, 4.1349, 4.7271, 0.0005, 0.0162, 0.0214
Si, 9.6158, 4.081, 4.7828, -0.0143, -0.0111, -0.013
Si, 1.361, 7.014, 4.8283, -0.0048, -0.0247, -0.0059
Si, 6.8663, 6.9643, 4.7061, -0.0372, -0.0391, 0.033
Si, 4.0759, 9.6012, 4.7689, 0.0052, -0.0133, 0.0142
Si, 9.6274, 9.5876, 4.8501, 0.0011, -0.0105, -0.0083
Si, 2.7576, 0.0493, 6.1436, 0.0164, 0.0057, 0.0118
Si, 8.3068, 0.1379, 6.0982, -0.0012, 0.001, 0.003
Si, 0.0095, 2.7949, 6.3176, 0.0097, 0.0065, 0.0148
Si, 5.5231, 2.8354, 6.0792, -0.0369, -0.018, 0.0105
Si, 2.6798, 5.5091, 6.0631, -0.0454, -0.0339, -0.0396
Si, 8.2775, 5.5987, 5.9583, 0.0207, 0.0251, 0.0082
Si, 0.0527, 8.3205, 6.386, -0.0095, 0.0012, 0.0098
Si, 5.5894, 8.3954, 6.143, 0.0174, 0.0548, 0.021
Si, 4.4167, 1.1932, 7.3433, 0.0101, -0.004, -0.0707
Si, 9.8126, 1.1551, 7.6483, 0.0141, -0.007, -0.0304
Si, 1.1461, 4.4863, 7.5481, 0.0163, 0.021, -0.0743
Si, 6.6734, 4.5287, 7.2344, -0.0356, 0.0606, 0.1033
As, 4.2786, 6.7557, 7.4471, 0.0167, -0.0424, 0.0856
Si, 9.7314, 6.6293, 7.5134, -0.001, -0.0022, -0.0447
Si, 1.2856, 9.957, 7.71, 0.0077, -0.0153, -0.0417
Si, 6.7523, 10.0223, 7.4647, -0.0652, -0.0362, -0.0761
O, 9.5861, 1.2402, 23.9801, 0.0018, -0.0009, 0.0037
O, 4.1047, 6.8045, 23.9435, 0.0012, 0.0033, 0.0046
O, 4.0129, 1.236, 24.0302, -0.0009, 0.0005, 0.0043
O, 9.5365, 6.6974, 23.9, -0.0038, 0.0026, 0.0062
O, -0.0252, 5.5621, 8.0317, 0.0148, -0.0087, 0.0082
O, 5.5685, 0.1452, 7.9377, 0.0249, -0.0139, 0.0219
O, 0.0775, 0.097, 8.1584, 0.0009, 0.0073, 0.0088
O, 5.5927, 5.6372, 7.92, -0.0406, 0.0373, -0.0114
O, 7.6305, 3.9381, 8.414, -0.0569, 0.0509, -0.072
O, 8.7203, 7.065, 8.7546, -0.0292, 0.0373, 0.0459
O, 2.2129, 9.4744, 9.02, 0.0271, -0.0249, 0.0336
O, 8.8979, 1.6717, 8.9448, -0.0066, -0.0022, 0.0169
O, 7.6332, 9.4911, 8.738, 0.029, -0.0188, 0.0483
O, 3.5759, 1.834, 8.5881, -0.02, 0.0316, 0.0456
O, 3.463, 7.1454, 9.0159, 0.0872, -0.0556, -0.1504
O, 2.0789, 4.0367, 8.8247, 0.0238, -0.0203, 0.0616
O, 8.1421, 3.4975, 23.3652, -0.0146, 0.0126, -0.015
O, 0.453, 4.9315, 22.9552, 0.0101, -0.0168, -0.0139
O, 1.8966, 2.7389, 23.2454, -0.0153, 0.0122, -0.0186
O, 5.8352, 4.9131, 23.1152, 0.0152, -0.0144, -0.0142
O, 5.5286, 9.978, 23.5151, 0.0148, -0.0119, -0.0178
O, 2.4475, 8.6972, 23.023, -0.0131, 0.0125, -0.0162
O, 0.1914, 10.0653, 23.0895, 0.0147, -0.0121, -0.0194
O, 7.7905, 8.5729, 23.0754, -0.0153, 0.0129, -0.0127
Si, 8.6584, 7.6986, 18.4417, -0.0016, 0.0013, -0.0099
Si, 8.7801, 6.3612, 13.6469, -0.0049, -0.0003, -0.0012
Si, 3.7867, 1.5385, 14.7527, -0.0021, 0.002, -0.0032
Si, 2.1357, 5.7518, 17.6373, -0.0029, -0.0014, -0.0079
Si, 2.4169, 3.1442, 19.4917, -0.006, 0.0037, -0.0036
Si, 9.8109, 9.0344, 12.1045, -0.0047, 0.0026, -0.0104
Si, 1.332, 9.4227, 22.0739, 0.0009, 0.0002, 0.0191
Si, 9.1609, 0.9646, 13.2012, -0.0038, 0.0031, -0.0037
Si, 1.4247, 5.0615, 13.0314, 0.0008, 0.0036, 0.0076
Si, 1.7906, 8.2734, 12.8507, -0.0063, 0.0236, 0.0314
Si, 6.6511, 9.5508, 22.4277, 0.0018, -0.0041, 0.013
Si, 4.5223, 4.6013, 15.721, -0.0001, 0.0026, -0.0069
Si, 8.2172, 3.0204, 9.6044, 0.0045, -0.0108, -0.037
Si, 0.8392, 8.248, 19.2646, 0.0008, 0.0048, -0.0025
Si, 6.9507, 1.349, 21.0944, 0.0023, -0.0017, -0.0048
Si, 8.2433, 8.3182, 9.7049, 0.0089, -0.0123, -0.0563
Si, 10.8892, 5.2124, 15.6187, -0.0033, 0.0007, -0.0098
Si, 7.5609, 9.4994, 16.3216, -0.0003, 0.0011, -0.0058
Si, 9.9301, 2.0573, 20.2969, -0.0002, 0.0032, -0.0056
Si, 3.2084, 8.5248, 9.9454, 0.0032, 0.0586, -0.1094
Si, 6.6942, 3.3459, 17.4107, -0.0001, 0.0022, -0.0036
Si, 1.1665, 0.2119, 19.8027, 0.0014, -0.003, -0.0076
Si, 3.229, 2.8124, 12.3168, 0.0076, -0.0029, -0.0186
Si, 7.2215, 5.392, 19.683, 0.0011, -0.0056, -0.0025
Si, 5.7521, 8.6573, 11.5543, -0.0022, -0.0009, -0.0209
Si, 5.7797, 6.0677, 13.2145, 0.006, -0.002, 0.0035
Si, 4.6296, 9.7043, 17.6383, -0.0007, -0.0022, -0.0055
Si, 1.0213, 3.5963, 22.1705, 0.002, 0.0092, 0.0165
Si, 4.8979, 1.4853, 18.805, 0.0034, -0.0014, -0.0064
Si, 3.1955, 3.0883, 9.5413, -0.0082, -0.0041, -0.0528
Si, 6.4385, 10.8169, 13.7959, 0.0001, 0.0029, -0.0041
Si, 10.3387, 0.1204, 15.9775, 0.002, 0.002, -0.0076
Si, 5.6584, 3.6575, 11.1684, 0.0049, -0.0153, -0.0193
Si, 9.8415, 3.9036, 11.9218, -0.0075, -0.0083, -0.018
Si, 2.3345, 9.9283, 15.5755, -0.0028, -0.0058, -0.0083
Si, 6.0771, 8.1169, 19.8049, -0.0023, 0.0054, -0.003
Si, 6.9391, 3.9732, 22.3712, -0.0003, 0.0058, 0.0123
Si, 9.7509, 2.7814, 17.3671, 0.0022, -0.0002, 0.0009
O, 7.1888, 6.3776, 13.9831, 0.0027, 0.0008, -0.0022
O, 1.8823, 7.0605, 18.6851, 0.0014, -0.0032, 0.005
O, 10.2893, 4.0397, 16.5271, -0.0002, -0.0031, 0.0017
O, 6.1566, 9.9565, 17.0528, 0.0005, -0.0012, 0.0004
O, 10.1355, 0.6983, 14.4677, 0.0059, -0.0052, 0.0087
O, 8.4466, 6.1152, 18.8534, 0.0018, 0.0025, 0.0044
O, 5.1593, 0.6831, 14.4348, -0.0046, 0.0014, -0.0005
O, 5.7169, 2.0525, 17.5218, 0.0003, -0.0001, 0.001
O, 8.3473, 1.9401, 20.557, 0.005, 0.0007, 0.0063
O, 1.9883, 4.3002, 18.4055, 0.0013, 0.005, 0.0007
O, 6.9588, 2.8087, 10.6337, -0.0291, -0.0092, 0.0413
O, 4.8644, 2.6993, 12.2171, -0.0089, -0.0044, 0.0055
O, 6.0267, 4.3929, 16.3489, 0.0034, -0.0013, 0.0017
O, 4.5683, 3.916, 9.9362, 0.0233, 0.0111, 0.0099
O, 10.6883, 2.7745, 21.5558, -0.0084, -0.0084, -0.0012
O, 9.7235, 6.1685, 14.9742, 0.0103, -0.004, 0.0071
O, 6.0097, 6.4815, 19.8427, 0.0001, -0.0001, 0.0067
O, 4.0804, 0.1714, 18.2901, 0, -0.0003, 0.0053
O, 9.2474, 10.5562, 12.2667, -0.0028, 0.0114, 0.0005
O, 2.8539, 4.3588, 12.7071, -0.0027, 0.0086, -0.0033
O, 1.9109, 10.7072, 21.2125, -0.0003, 0.0088, -0.0045
O, 3.995, 2.7257, 19.3834, 0.0015, -0.0015, 0.007
O, 0.7181, 10.045, 15.9715, -0.0014, 0.0004, -0.0001
O, 1.277, 9.8045, 18.8384, -0.0005, -0.0011, 0.0022
O, 1.7116, 1.6666, 19.2724, 0.0015, 0.0008, 0.0063
O, 8.9267, 10.3985, 16.4994, -0.0031, -0.0025, 0.0025
O, 4.8726, 8.5796, 18.8012, -0.0027, 0.0007, 0.0031
O, 9.5974, 8.7435, 10.5019, 0.0078, 0.0034, 0.0167
O, 6.7491, 4.0824, 18.8589, -0.0012, -0.0027, 0.0023
O, 2.8343, 1.7161, 13.4199, -0.0013, -0.009, 0.0102
O, 5.8286, 8.7655, 21.2708, -0.0045, -0.0092, -0.0092
O, 2.5369, 2.4476, 10.8856, -0.0013, -0.0028, 0.023
O, 7.6237, 4.8481, 21.1716, 0.0028, 0.0092, -0.0084
O, 5.2026, 7.4686, 12.5519, 0.001, -0.0096, 0.0029
O, 0.4211, 9.0728, 12.5401, -0.0115, 0.0247, -0.0049
O, 7.5659, 1.0556, 13.5657, -0.0033, -0.0033, -0.0036
O, 7.102, 9.6334, 14.7442, 0.0039, -0.0057, 0.0069
O, 8.9743, 5.0359, 12.7046, -0.0029, 0.0115, 0.0017
O, 8.0915, 8.0392, 16.912, -0.0012, -0.0002, 0.0008
O, 6.2162, 2.5738, 21.9073, -0.0007, -0.0088, 0.003
O, 2.4578, 9.0696, 14.1392, 0.0063, 0.0216, 0.0157
O, 0.4249, 4.4918, 11.8694, 0.0059, 0.0044, -0.0028
O, 0.8122, 8.318, 20.9377, -0.0036, -0.0074, -0.0091
O, 9.3901, 3.8412, 10.3568, 0.0304, 0.0108, 0.0381
O, 9.6447, 2.3866, 12.5315, -0.0013, -0.0106, -0.0001
O, 7.6197, 8.5611, 19.3948, 0.0045, -0.0014, 0.0064
O, 2.5558, 8.2587, 11.4002, -0.0341, -0.0582, 0.0632
O, 3.9719, 3.0604, 15.3808, 0.002, 0.0031, 0.0007
O, 0.8353, 4.5058, 14.4418, -0.0053, -0.0042, 0.0105
O, 10.0462, 2.9999, 18.9587, 0.0002, 0.0026, -0.0007
O, 9.1283, 7.8077, 12.9531, -0.0045, -0.0141, 0.0046
O, 10.5132, 0.5377, 20.076, 0.0014, -0.0012, 0.0077
O, 6.0298, 5.0397, 11.9424, 0.0002, 0.0199, 0.0117
O, 8.1528, 2.7481, 17.008, -0.002, -0.0006, 0.0002
O, 3.5327, 5.4835, 16.7346, -0.0017, 0.001, 0.0038
O, 4.6987, 9.0829, 10.3423, 0.0566, 0.0176, 0.0216
O, 1.5503, 6.6833, 13.157, -0.0155, -0.0583, 0.0136
O, 4.7511, 5.4872, 14.3488, -0.0059, -0.0052, 0.0062
O, 2.0503, 3.8539, 20.9244, 0.0086, -0.0032, -0.0091
O, 10.5466, 1.4166, 16.9463, -0.0006, 0.0011, 0.0037
O, 0.9481, 6.0796, 16.5601, 0.0051, 0.0022, 0.0047
O, 7.331, 10.9513, 21.9444, 0.0007, 0.0103, 0.0018
O, 5.9325, 0.9127, 19.9198, -0.0094, -0.0004, -0.0007
O, 6.0452, 10.0245, 12.404, 0.0037, 0.0121, 0.0078
O, 2.8392, 0.5503, 15.6233, -0.0017, -0.001, 0.0023
O, 7.0679, 8.0085, 10.7947, -0.0186, 0.0026, 0.0153
O, 10.2438, 8.0187, 18.6884, -0.0031, -0.0016, 0.0057
O, 3.4348, 9.1975, 16.5986, 0.0034, -0.0006, 0.0027

Results
free energy: -141731.306 eV
free energy less fixed offsets of As -4856.12, O -568.88, Si -635.61 eV per atom: -2.096 eV

The program warned: the cutoff lies below the one the program advises for these potential files; the forces do not sum to zero within the program's tolerance; the exchange-correlation potential is rough where the density is thin.
